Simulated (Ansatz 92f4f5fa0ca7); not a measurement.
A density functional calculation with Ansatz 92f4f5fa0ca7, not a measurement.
Periodic cell of 195 atoms, Si117O78, from a study of silicon, its oxide and their interface. The atomic structure is a simulated model.

Settings: functional PBE; potential files Ansatz PAW; basis plane waves; wave-function cutoff 700 eV; density cutoff ratio 5; exchange-correlation grid ratio 2; k mesh 2 x 2 x 1, shifted by 0.5 0.5 0.5 of a step; self-consistency stop 5e-08 eV per atom in the density residual; occupations Fermi-Dirac, 0.05 eV; spin none; net charge 0.

Cell vectors (angstrom)
a  11.5983  0  0
b  0  11.5983  0
c  2.7654  3.3447  30.4103

Atoms and the computed forces on them: element, x, y, z (angstrom), force x, y, z (eV/angstrom)
Si  9.4918  8.9371  2.0005  0.0322  0.5075  -0.2378
Si  9.5691  3.5395  1.3104  0.2916  -0.196  0.042
Si  9.3484  6.4899  2.3414  -0.0763  -0.3812  0.4336
Si  2.0852  10.031  2.6717  -0.5012  -0.1152  -0.3442
Si  0.3081  2.9476  1.3878  -0.0567  -0.0925  -0.0429
Si  1.4518  5.8482  1.7286  -0.277  0.2782  0.0407
Si  3.3267  7.8145  0.7708  -0.3696  0.2669  -0.1129
Si  5.1561  3.3467  1.7001  0.0753  -0.6519  -0.259
Si  3.8354  6.122  3.9272  -0.1976  -0.2144  0.1066
Si  -0.178  9.8704  3.505  0.001  -0.0669  -0.0189
Si  0.686  2.3705  3.6849  -0.146  -0.0961  0.2629
Si  -0.2344  6.2466  3.4896  0.2311  0.1119  -0.0464
Si  3.9863  10.1895  3.9919  0.6494  -0.0527  -0.2735
Si  3.1132  2.4996  3.9278  0.0615  -0.3059  0.0381
Si  5.3444  5.7938  2.1931  -0.024  0.5729  -0.0315
Si  7.0993  10.0457  3.6941  -0.042  -0.2223  -0.1843
Si  7.6371  2.5608  3.5745  -0.0171  0.1044  0.4264
Si  7.3303  6.2268  3.5231  0.2388  0.3169  0.1436
Si  -0.1114  0.3234  4.8135  0.0682  0.1703  -0.1179
Si  -0.0781  4.3144  4.9083  0.0224  -0.0569  -0.0938
Si  -0.1486  8.0882  5.0184  -0.031  0.0522  0.0492
Si  3.732  0.5249  5.1802  0.0673  0.3148  0.0692
Si  3.6719  4.3008  5.3365  0.1142  0.0905  0.0474
Si  3.7049  8.1759  5.1743  0.1206  -0.1172  0.1456
Si  7.5747  0.495  4.8626  -0.0426  0.0718  -0.1841
Si  7.5023  4.3827  5.0561  -0.0339  -0.0877  -0.0782
Si  7.4083  8.1149  5.0484  -0.094  -0.0826  -0.0816
Si  -2.0667  0.4225  6.2163  0.1288  -0.0183  0.0437
Si  9.5493  4.3039  6.2958  0.1866  0.0984  -0.068
Si  -2.1513  8.101  6.3323  0.078  0.02  -0.0573
Si  1.7104  0.3335  6.3864  -0.1564  -0.1795  -0.0551
Si  1.6776  4.3484  6.5177  -0.2324  -0.0244  0.0182
Si  1.7269  8.1665  6.4904  -0.1559  0.0306  -0.0273
Si  5.7301  0.5135  6.4138  -0.1248  0.0865  0.031
Si  5.6579  4.338  6.552  0.02  -0.0315  -0.1279
Si  5.6051  8.1651  6.5711  0.077  -0.0266  -0.0412
Si  9.4061  10.0855  7.677  0.0749  -0.0809  -0.0873
Si  9.6567  2.3356  7.6321  -0.1381  -0.0464  -0.0542
Si  9.5  6.2021  7.762  -0.0198  -0.0205  -0.0315
Si  1.6584  10.1069  7.8925  0.1462  0.2032  0.0358
Si  1.7371  2.2888  7.7211  -0.0046  0.1683  -0.052
Si  1.6953  6.2513  7.8649  0.1043  -0.0517  0.0277
Si  5.6472  10.179  7.8534  -0.0428  -0.0723  0.0056
Si  5.6311  2.3836  7.8047  0.1713  -0.0848  0.1734
Si  5.6395  6.2614  7.9285  -0.047  0.1575  -0.007
Si  -0.379  10.0644  9.1891  -0.0043  -0.0794  -0.05
Si  -0.068  2.2105  9.1927  -0.001  -0.0162  0.0175
Si  -0.218  6.1461  9.2184  -0.1131  0.0879  0.0095
Si  3.6711  10.2105  9.201  -0.1344  0.0208  -0.0602
Si  3.6307  2.3641  9.1344  -0.0574  -0.0601  0.0019
Si  3.64  6.2673  9.1762  0.0564  -0.0854  0.0406
Si  7.5891  10.1282  9.258  -0.0656  0.0693  0.0622
Si  7.6894  2.4336  8.8861  -0.0368  0.0538  -0.0026
Si  7.6136  6.3473  9.2279  0.1017  -0.1431  -0.0098
Si  -0.2664  0.3039  10.716  -0.1472  0.0822  -0.0487
Si  -0.0709  4.1568  10.5421  0.18  0.0572  0.0431
Si  -0.3424  8.0862  10.5558  -0.0089  -0.0962  -0.0743
Si  3.8134  0.5241  10.6462  -0.1625  -0.0214  0.0498
Si  3.7276  4.312  10.4728  -0.0844  0.1666  -0.1621
Si  3.5011  8.2273  10.463  0.2765  0.0245  -0.0016
Si  7.7209  0.6579  10.3624  -0.0101  0.126  0.1446
Si  7.6836  4.2846  10.3268  -0.0074  -0.07  -0.104
Si  7.5444  8.1924  10.7669  0.1929  -0.122  0.0812
Si  9.4404  1.3823  11.8244  0.1528  -0.0194  -0.2874
Si  9.3615  5.8458  13.2247  0.3362  -0.1966  -0.164
Si  9.5564  8.0255  12.2216  -0.1455  -0.1018  -0.0114
Si  0.9792  -1.0264  12.3834  0.1143  0.2919  0.3951
Si  1.9055  4.2613  11.9611  -0.1125  -0.091  0.0696
Si  1.5732  8.2921  11.8846  -0.0037  -0.3219  -0.1169
Si  5.6018  4.7436  13.7519  -0.0557  -0.1586  -0.0549
Si  5.7504  3.7812  11.56  -0.005  -0.0845  0.1765
Si  5.369  8.1281  11.8698  -0.4651  0.2814  -0.0415
Si  10.1201  9.6358  14.0336  -0.0446  -0.1289  -0.1078
Si  9.5164  3.8953  11.7158  -0.0548  0.0589  0.1405
Si  12.6171  5.3948  15.5434  0.1016  0.1956  0.7128
Si  2.8626  11.8396  12.8383  0.177  -0.0644  -0.1559
Si  2.5574  2.5034  13.5188  -0.1649  0.0688  -0.6601
Si  1.8824  6.2475  13.3943  0.1853  0.1915  -0.4321
Si  6.2777  12.566  13.8388  0.0581  -0.2718  -0.0839
Si  5.8341  1.3443  11.5624  0.2259  0.0992  -0.048
Si  4.2042  6.6293  13.4523  0.3617  -0.0727  0.1733
Si  8.726  12.3657  13.9445  -0.3577  -0.269  -0.1603
Si  1.2571  3.0039  15.3966  0.2887  -0.3414  0.1158
Si  10.2705  5.1368  15.3313  -0.2666  0.5449  -0.0517
Si  4.8727  10.6602  13.7502  0.0618  0.2156  0.2549
Si  4.7749  2.6476  14.4975  -0.0134  0.2253  0.5089
Si  5.1934  8.0081  15.0466  -0.3353  -0.2296  -0.0589
Si  9.8522  13.6725  15.5602  -0.4704  0.4496  -0.0616
Si  7.3949  6.1551  14.4313  -0.7166  0.2405  -0.3632
Si  8.1281  6.4655  16.5833  0.1286  -0.0527  0.4514
Si  5.7911  8.8593  20.3094  -0.1048  0.1268  -0.0705
Si  8.2649  7.5061  21.5023  -0.1173  0.0143  -0.1269
Si  14.3956  12.0577  19.0317  0.1863  0.0508  -0.0085
Si  1.4646  6.4549  18.6364  0.0255  -0.0089  0.273
Si  10.4952  7.6494  19.5232  -0.031  0.0312  0.0174
Si  9.9587  12.1252  20.7073  -0.0727  -0.0415  -0.0029
Si  2.9465  2.4498  16.8653  0.3575  -0.0157  0.2193
Si  13.5997  1.4404  21.7807  0.1214  -0.0366  -0.0317
Si  16.2428  13.6835  20.6715  -0.0186  0.0346  -0.207
Si  14.3395  9.1465  19.9278  0.1057  0.0956  -0.0226
Si  9.5086  9.1277  16.9782  -0.113  -0.0331  0.1229
Si  8.4541  3.0853  27.5286  -0.1472  -0.1927  0.1946
Si  4.1022  15.1732  30.5861  0.0703  -0.2044  -0.0499
Si  8.5452  4.6311  29.8879  -0.1653  -0.4179  0.0009
Si  10.7284  8.354  22.4252  0.0257  0.0691  -0.051
Si  1.1974  2.4258  30.0053  -0.0664  0.178  -0.1212
Si  10.9921  14.5309  22.3121  0.0106  -0.131  0.0144
Si  9.9224  5.6219  23.0269  -0.0094  0.0427  0.0578
Si  3.7088  4.61  19.1469  0.0959  -0.2565  0.0122
Si  7.0193  11.8701  20.3277  -0.0909  0.0265  -0.0246
Si  6.6497  2.3006  29.565  0.133  0.1538  -0.1475
Si  8.8541  12.0322  17.982  -0.1282  -0.0663  0.3835
Si  10.0169  3.46  25.0674  -0.0222  -0.0543  0.1255
Si  5.7007  6.8491  17.975  0.0221  -0.0364  0.0369
Si  10.929  4.8019  29.9512  -0.0321  -0.2865  -0.064
Si  11.2959  3.1902  27.7007  -0.0337  -0.1567  0.0886
Si  12.3731  10.5004  22.0682  0.037  0.1429  -0.1037
O  8.0672  9.7462  2.3625  0.1779  -0.1363  0.2575
O  9.0459  2.8629  2.7424  0.0312  -0.0097  -0.0746
O  6.4346  2.6267  2.4575  -0.0908  0.0597  0.0067
O  2.6125  5.7351  2.8635  -0.3206  -0.0705  -0.1628
O  5.5036  10.1067  3.1693  -0.3272  0.0216  0.4552
O  2.5961  8.6117  1.9962  0.149  -0.0398  0.0446
O  3.8252  2.7113  2.4307  -0.1532  0.1634  -0.1215
O  5.3978  9.6804  12.5359  0.0592  -0.1152  -0.2141
O  8.8718  10.6983  14.0997  0.0302  0.2737  0.0672
O  11.5181  10.4378  13.6812  -0.1804  -0.1033  -0.1732
O  9.6277  5.8002  16.7337  0.0784  0.0068  -0.2494
O  -0.1104  2.0277  15.6541  0.4136  0.264  -0.0483
O  6.7038  7.745  14.3625  0.2432  -0.0925  0.192
O  11.422  6.251  30.5103  0.0121  0.2035  0.0148
O  0.2183  3.5863  30.6636  0.1027  0.083  -0.0233
O  6.0141  8.1975  18.8374  0.0244  -0.064  -0.0294
O  9.7453  4.9733  24.5111  0.0048  0.0194  -0.0564
O  3.6949  16.7505  30.7443  0.0163  0.2579  0.0776
O  10.0566  12.0456  19.0847  -0.0315  0.0324  -0.0955
O  6.2181  10.4397  20.392  0.0711  -0.0778  -0.0261
O  2.7662  14.3731  30.1476  -0.0273  0.0142  0.0428
O  1.9173  11.2746  1.5938  0.1476  0.0856  0.1487
O  1.0802  4.3831  1.0841  0.218  -0.0124  -0.0258
O  4.7058  6.9774  1.1134  0.2755  -0.3172  0.188
O  5.1847  2.6602  0.1765  -0.2313  0.3165  0.1929
O  7.7655  3.2189  30.4087  -0.0228  0.1851  -0.0297
O  6.4337  12.3586  30.0995  0.0178  -0.1575  0.0793
O  8.4283  11.7268  21.1578  0.0503  -0.024  -0.0088
O  9.4808  15.2627  15.2467  0.4246  -0.4491  0.0921
O  13.7076  7.9278  19.0366  -0.0194  -0.0978  -0.117
O  12.6128  2.6754  22.1881  -0.0868  0.0343  0.0356
O  10.4206  8.7175  18.2808  -0.0334  0.0505  -0.1288
O  4.7793  9.6148  15.0641  0.089  -0.0989  -0.0747
O  2.2894  5.3395  19.5436  -0.119  0.077  -0.1137
O  2.4218  1.0564  17.5696  -0.0709  -0.0167  0.0045
O  6.7058  7.9675  21.3533  0.138  -0.0459  0.0641
O  8.4891  6.1176  22.3659  0.0432  -0.0674  0.0602
O  6.1572  13.1267  20.9885  0.0253  -0.0259  0.0193
O  7.0533  5.9547  17.7094  -0.0171  0.1507  0.0695
O  3.3178  3.6165  17.9357  -0.0542  0.038  0.042
O  8.2674  8.0857  16.8399  0.0224  0.0044  -0.0089
O  15.189  13.4322  21.915  -0.1458  -0.0653  0.0874
O  10.2411  13.6507  21.1806  0.0398  0.0904  0.0263
O  11.6845  9.4669  23.1472  -0.0662  -0.0671  -0.0758
O  9.0994  13.2631  16.9574  0.1088  0.0609  0.0842
O  13.4239  9.658  21.1617  -0.0466  -0.0273  0.0534
O  13.2083  11.7488  22.7261  -0.0179  -0.034  -0.0106
O  8.8827  10.6137  17.1921  0.0855  -0.0542  -0.1384
O  10.3604  9.0675  15.5723  -0.0017  -0.0808  -0.0701
O  8.6476  3.0745  25.9034  0.0645  0.0696  -0.0977
O  16.0722  15.2812  20.2828  -0.0258  0.0238  -0.0204
O  1.5383  6.1183  17.0156  -0.074  -0.2278  -0.4869
O  4.1863  8.7433  20.6042  -0.0453  -0.0199  0
O  10.3828  2.5076  23.7879  0.0189  0.0633  -0.0599
O  10.9076  6.9205  23.1766  -0.0243  -0.0306  0.017
O  14.5004  10.4397  18.9239  -0.0458  -0.0373  0.0474
O  10.6538  4.5093  22.0711  -0.0087  0.0323  -0.0101
O  15.8396  12.7279  19.4029  -0.0343  -0.0638  0.0747
O  5.0808  7.3711  16.5545  0.0603  0.1133  0.0301
O  13.3599  0.9891  20.1996  -0.0685  0.0016  0.0815
O  -0.1185  6.4252  19.07  0.0143  -0.0514  -0.0802
O  5.2601  3.1834  29.4912  -0.1015  0.0804  0.1409
O  11.216  8.2536  20.8567  -0.0255  0.0493  0.0526
O  12.476  2.2887  28.3924  -0.0894  0.0618  -0.003
O  2.0963  6.7311  0.4485  0.1175  -0.1778  0.093
O  4.692  5.825  18.717  0.0073  0.1315  0.0207
O  9.3699  5.1844  1.2537  -0.0402  0.1167  -0.1106
O  8.2589  4.5775  28.2334  -0.0229  0.0811  0
O  7.4147  12.2099  18.7609  0.1175  -0.0233  0.001
O  11.3138  3.3374  26.0797  -0.0321  0.0282  -0.0848
O  9.8684  2.4858  28.1398  0.0659  0.0059  -0.1376
O  7.2109  2.1457  28.0202  0.0845  0.1116  -0.0498
O  0.9365  1.0387  30.8142  -0.0248  -0.2309  0.1524
O  4.3941  2.2493  16.0826  -0.2804  0.0226  -0.1175
O  9.1104  8.6756  22.3131  0.0761  -0.0793  0.0609
O  11.0754  11.1181  21.2888  -0.0119  -0.0304  0.0332
O  8.9629  7.2619  20.0074  0.0814  0.0187  0.0615
O  11.337  4.6998  28.3466  0.0887  0.0906  0.0404

Results
free energy: -118741.548 eV
free energy less fixed offsets of O -569.03, Si -635.61 eV per atom: 9.162 eV
pressure: -0.94 GPa
stress xx, yy, zz, yz, xz, xy (GPa, positive in tension): 0.71, 1.93, 0.19, 0.15, -0.19, -0.3

The program warned: the cutoff lies below the one the program advises for these potential files.
